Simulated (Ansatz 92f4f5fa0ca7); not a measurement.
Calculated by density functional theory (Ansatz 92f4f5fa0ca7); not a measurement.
Periodic cell of 171 atoms, Si99O72, from a study of silicon, its oxide and their interface. The atomic structure is a simulated model.

Settings
functional: r2SCAN
potential files: Ansatz norm-conserving
basis: plane waves
wave-function cutoff: 1300 eV
density cutoff ratio: 4
exchange-correlation grid ratio: 1
k mesh: 2 x 2 x 1, shifted by 0.5 0.5 0.5 of a step
self-consistency stop: 5e-08 eV per atom in the density residual
occupations: Fermi-Dirac, 0.05 eV
spin: none
net charge: 0

Cell vectors (angstrom)
a  11.5403  0  0
b  0  11.5403  0
c  -3.2674  -4.9521  23.6697

Atoms: element, x, y, z (angstrom)
Si  -0.1892  -1.262  -0.2498
Si  -0.4057  4.1754  -0.075
Si  -0.3049  7.2301  0.3837
Si  3.6055  -1.0597  -0.0689
Si  3.5943  4.4385  0.135
Si  3.5411  7.4577  0.5354
Si  7.4394  -0.9998  -0.3367
Si  7.7204  4.6354  -0.2483
Si  7.33  7.5395  0.4212
Si  1.6383  -0.4971  1.1281
Si  1.602  3.6983  1.2141
Si  1.5794  7.3603  1.7148
Si  5.5524  -0.3887  1.1005
Si  5.6714  3.799  1.1047
Si  5.4784  7.4745  1.756
Si  9.3705  -0.4545  0.9866
Si  9.319  3.8262  1.3651
Si  9.2996  7.4014  1.6293
Si  1.6175  1.6116  2.397
Si  1.5935  5.3915  2.874
Si  1.6066  9.3794  2.8076
Si  5.5197  1.7225  2.3652
Si  5.5365  5.4317  2.8219
Si  5.5044  9.4918  2.7991
Si  9.2919  1.6354  2.3676
Si  9.2955  5.5162  2.94
Si  9.3157  9.4246  2.7289
Si  -0.3303  1.6274  3.7887
Si  -0.3065  5.4953  4.2315
Si  -0.3324  9.3935  4.1303
Si  3.5681  1.6894  3.7926
Si  3.5782  5.4304  4.1421
Si  3.5681  9.3575  4.1171
Si  7.3937  1.6729  3.8415
Si  7.3786  5.4883  4.2575
Si  7.4069  9.4179  4.1377
Si  -0.3845  -0.1653  5.3418
Si  -0.3353  3.4412  5.3252
Si  -0.2715  7.4756  5.4926
Si  3.5651  -0.1693  5.2653
Si  3.5195  3.4764  5.4208
Si  3.6151  7.391  5.4757
Si  7.3777  -0.1442  5.3655
Si  7.4565  3.4743  5.4467
Si  7.2776  7.478  5.491
Si  1.6168  11.3251  6.5485
Si  1.5011  3.4792  6.7591
Si  1.7074  7.3784  6.8248
Si  5.4345  11.3096  6.7005
Si  5.4903  3.5138  6.7568
Si  5.4319  7.3953  6.9918
Si  9.2542  11.4404  6.7957
Si  9.4202  3.4609  6.8339
Si  9.2475  7.4985  6.7061
Si  1.5311  1.5126  8.0496
Si  1.579  5.395  8.2027
Si  1.6771  9.4581  7.9194
Si  5.4183  1.6282  8.0912
Si  5.5027  5.3062  8.3389
Si  5.3703  9.4701  8.249
Si  9.321  1.6762  8.437
Si  9.4288  5.5506  7.9159
Si  9.1419  9.4283  8.015
Si  -0.1851  0.7852  9.5371
Si  -0.379  6.1945  9.4464
Si  -0.3402  9.3273  9.0368
Si  3.4446  1.623  9.3563
Si  3.428  4.8369  9.5599
Si  3.3859  9.9841  9.5005
Si  7.1978  1.473  9.6372
Si  7.7338  5.3796  9.4412
Si  7.3262  9.8881  9.5682
Si  5.2745  6.4548  13.3395
Si  6.701  2.3083  12.6447
Si  3.81  7.4532  11.1586
Si  1.1324  -1.2443  21.0746
Si  8.5152  4.1427  14.1439
Si  3.6655  9.7582  20.0304
Si  9.549  -0.8038  16.3806
Si  1.3227  8.2641  19.0942
Si  2.4141  3.8081  19.3702
Si  4.7743  5.6235  20.2834
Si  1.5628  2.7412  14.644
Si  6.3782  5.4653  15.8001
Si  -2.4756  1.1905  14.0312
Si  0.7035  0.8459  16.8065
Si  6.7398  7.5957  11.058
Si  2.4009  0.6441  19.2349
Si  10.175  8.2853  17.6824
Si  7.6963  5.5625  20.3942
Si  -0.25  2.0223  12.2723
Si  4.6263  3.6365  14.2034
Si  -1.6594  5.4622  18.5518
Si  7.8897  9.8231  18.5584
Si  6.3162  -1.3372  21.131
Si  0.4252  3.7164  17.1311
Si  0.6816  5.7915  20.5922
Si  6.4003  7.2143  18.4777
Si  -1.8112  4.6248  11.6404
O  8.6115  4.7467  19.2983
O  9.5552  6.7825  17.6517
O  1.651  6.8378  19.7993
O  -0.8396  3.2036  -1.3959
O  -0.307  5.8068  -0.5254
O  -0.5254  -0.1929  16.7401
O  7.3661  -2.6591  -0.5605
O  -0.7147  5.8561  19.7971
O  9.825  9.113  16.3011
O  3.5618  6.0496  -0.35
O  5.4212  4.1302  15.5777
O  2.8183  8.9179  18.8764
O  7.4726  -0.4511  -1.9342
O  7.4936  7.0091  19.6706
O  7.153  6.1753  -0.4813
O  9.5053  5.0567  13.2181
O  0.4617  9.2123  20.0878
O  -2.3803  2.7186  14.6895
O  1.2673  0.2069  20.3324
O  -0.2879  7.8301  9.8011
O  7.4124  11.4433  10.0657
O  6.6438  2.2105  11.0323
O  0.2764  8.1445  17.8393
O  3.4351  0.0405  10.0942
O  4.0914  7.4341  12.7836
O  3.1482  6.0206  10.7224
O  3.3948  3.2084  10.0998
O  0.9375  2.6845  13.1574
O  0.1257  2.1756  17.5319
O  -1.1334  0.9612  13.1396
O  0.4042  1.3698  10.9647
O  8.3737  4.5443  10.7271
O  7.7913  6.93  10.0355
O  5.2625  2.3324  13.4286
O  7.8985  5.0307  15.3559
O  5.3216  -0.3505  21.9752
O  7.237  -0.9336  19.8343
O  -0.3494  -0.8315  9.9831
O  6.6318  6.8127  12.4849
O  3.0705  8.8324  10.6984
O  5.7179  6.6597  14.8899
O  -1.3032  3.1015  11.7143
O  5.2552  7.4853  10.3886
O  -0.2521  8.6235  -0.5305
O  0.4332  6.2484  22.1158
O  3.1147  3.1949  14.5736
O  8.3159  5.856  21.8618
O  -2.5132  -0.0524  15.0533
O  6.7619  8.7364  17.9786
O  3.7563  -0.2398  19.4664
O  1.7423  4.2269  17.9389
O  4.9696  6.8428  19.1962
O  6.2214  4.8821  20.5269
O  -0.9318  4.479  17.5082
O  6.4994  6.1014  17.2778
O  2.6794  9.7802  21.3561
O  2.6906  2.2172  19.4168
O  -0.671  5.5406  10.939
O  1.8941  0.2644  17.7354
O  0.7551  3.8445  15.5451
O  7.3285  3.7291  13.1214
O  -3.8676  1.1207  13.1924
O  9.3329  9.0753  18.8622
O  3.5409  8.8344  -0.405
O  7.2269  9.1477  11.0634
O  1.3546  1.2786  15.3663
O  0.1842  -1.269  22.3512
O  8.3162  -0.5939  17.446
O  3.8301  4.5314  19.5618
O  5.1487  9.2193  20.4504
O  4.6918  4.9261  13.197
O  1.3747  4.3152  20.5202

Results
free energy: -45071.993 eV
free energy less fixed offsets of O -463.61, Si -117.95 eV per atom: -15.023 eV
pressure: -1.93 GPa
stress xx, yy, zz, yz, xz, xy (GPa, positive in tension): 1.14, 2.97, 1.69, -0.17, -0.33, 0.43

Forces (eV/angstrom), in the order of the atoms: element, x, y, z
Si  0.1292  -0.1294  -0.5944
Si  0.1574  0.1517  -0.2953
Si  0.1009  -0.0988  -0.9937
Si  -0.0038  -0.2315  -0.6033
Si  -0.2004  0.1736  -0.7171
Si  0.0289  -0.0803  -1.1784
Si  -0.1251  -0.3289  -0.8292
Si  -0.1504  0.2637  -0.4082
Si  -0.077  0.0805  -0.8844
Si  0.0164  -0.0489  -0.0556
Si  -0.1015  0.1739  -0.2404
Si  -0.1293  0.0143  -0.1679
Si  0.0352  0.0138  -0.0833
Si  -0.0738  0.1657  -0.425
Si  0.0729  0.0953  -0.0118
Si  0.064  -0.0828  -0.0879
Si  0.0539  0.0394  -0.4353
Si  -0.0692  -0.0264  -0.1604
Si  -0.0141  -0.0918  -0.1278
Si  -0.045  -0.1586  0.3099
Si  -0.0311  0.1675  0.3629
Si  -0.0544  -0.0283  -0.192
Si  0.1908  -0.2462  0.2576
Si  0.0144  0.169  0.3518
Si  -0.0134  -0.1158  -0.1767
Si  -0.0267  0.0716  0.3414
Si  0.0123  0.0493  0.2353
Si  0.0376  -0.0051  -0.0443
Si  -0.0061  -0.0709  -0.0778
Si  0.0866  0.1573  -0.2042
Si  0.0186  -0.0784  0.019
Si  -0.0548  -0.1151  0.028
Si  0.0439  0.1738  -0.0181
Si  0.0491  -0.0561  0.0207
Si  -0.1005  -0.0624  -0.0403
Si  -0.0668  0.0802  -0.0811
Si  -0.0444  0.0588  0.0756
Si  0.0422  0.0361  0.0409
Si  -0.0621  -0.0332  0.1341
Si  -0.0242  -0.0916  0.0372
Si  0.043  0.0768  0.0634
Si  -0.0935  -0.0573  -0.1545
Si  0.0734  -0.0233  0.1013
Si  -0.0715  0.0641  0.0413
Si  0.1982  -0.1104  -0.0323
Si  0.1455  0.0229  -0.3663
Si  0.0266  0.0506  0.0042
Si  0.1316  -0.085  0.0206
Si  -0.0245  -0.2153  0.0593
Si  -0.0247  0.0674  0.0549
Si  0.1048  0.0108  0.4291
Si  -0.1142  0.0686  -0.0763
Si  -0.0303  -0.0927  0.0294
Si  -0.2057  0.1491  -0.1814
Si  -0.1271  -0.0058  0.2848
Si  -0.2995  0.1607  -0.0367
Si  0.098  0.0846  0.1714
Si  0.0839  0.0726  0.425
Si  0.0393  -0.241  0.083
Si  0.1147  0.2632  -0.0485
Si  0.085  -0.1842  0.3277
Si  0.2371  -0.0975  0.2051
Si  -0.1113  0.063  0.3825
Si  0.0056  -0.1227  0.6246
Si  0.1382  0.1689  0.452
Si  -0.1041  -0.0909  0.6657
Si  0.0168  0.0067  0.1314
Si  0.0839  -0.3447  0.3221
Si  -0.2582  0.1741  0.3866
Si  -0.18  -0.2133  0.2659
Si  0.1902  0.4278  0.2695
Si  0.1229  0.1897  0.2365
Si  -0.0628  -0.2171  0.5918
Si  0.0616  -0.0816  0.4154
Si  -0.1638  0.1019  0.1511
Si  -0.157  0.0425  -0.3962
Si  0.0376  0.004  0.4349
Si  0.0282  -0.0189  -0.4323
Si  -0.024  0.0889  -0.1541
Si  -0.0341  -0.0094  -0.1492
Si  -0.0014  -0.128  -0.1716
Si  -0.0502  -0.1584  -0.3881
Si  0.0895  0.084  0.2044
Si  0.1692  0.0039  0.2849
Si  0.0258  -0.0124  0.1706
Si  0.017  -0.0861  0.0884
Si  0.2651  0.2148  0.3004
Si  0.0881  0.1657  -0.0976
Si  0.0424  -0.1439  -0.1312
Si  -0.1268  -0.03  -0.376
Si  0.0436  -0.0524  0.4436
Si  -0.1068  -0.1491  0.3014
Si  -0.0625  -0.0992  -0.2445
Si  -0.0562  -0.0006  -0.0687
Si  -0.0971  -0.1834  -0.3098
Si  -0.0483  0.08  0.0084
Si  0.163  -0.0347  -0.3764
Si  -0.0398  0.0713  -0.2331
Si  0.0718  0.0915  0.2584
O  -0.004  0.3861  0.2387
O  0.1388  0.0182  0.2508
O  -0.2153  -0.0796  0.148
O  0.153  0.4747  0.3358
O  -0.0689  -0.2059  0.6044
O  -0.073  0.0577  -0.0553
O  0.019  0.3236  0.5937
O  0.1022  -0.0177  0.0485
O  0.0141  0.1912  0.3594
O  0.0528  -0.3605  0.7177
O  0.0195  0.1554  -0.413
O  -0.0811  0.1018  0.3875
O  0.0012  -0.2087  0.764
O  -0.1098  -0.2599  0.1149
O  0.3892  -0.4028  0.3658
O  -0.0676  -0.2702  -0.509
O  0.3509  0.0181  0.0092
O  -0.1146  -0.0373  -0.3642
O  0.1865  -0.419  0.0895
O  0.019  -0.2241  -0.5386
O  -0.1141  -0.0667  -0.3222
O  0.1947  -0.201  -0.5063
O  -0.1872  0.0815  0.2169
O  -0.0305  0.0631  -0.4893
O  0.1053  -0.0714  -0.7216
O  0.2885  -0.027  -0.0647
O  0.0351  -0.0049  -0.5596
O  -0.2373  -0.1587  -0.081
O  0.2201  0.0197  -0.2428
O  0.0581  0.3351  -0.1575
O  -0.1984  -0.0668  -0.3441
O  -0.1445  0.1714  -0.3747
O  -0.4035  -0.3491  0.0867
O  0.2131  0.2412  -0.2171
O  -0.2419  -0.1086  -0.2945
O  -0.3887  -0.2357  0.4571
O  -0.1768  -0.2668  0.3044
O  0.136  0.4102  -0.7189
O  -0.1917  0.165  -0.5068
O  0.3674  0.0745  -0.114
O  -0.035  -0.3481  -0.4181
O  -0.0569  0.0442  -0.0644
O  0.0792  0.0015  0.363
O  -0.0578  0.4312  0.4866
O  -0.028  -0.3191  0.3647
O  0.0062  -0.0079  -0.0651
O  -0.1577  -0.2237  0.4895
O  0.129  0.0967  0.0726
O  0.1561  -0.0549  0.279
O  -0.2537  -0.3108  0.2716
O  -0.1007  -0.1597  0.1944
O  0.2432  -0.1168  0.2791
O  0.056  0.3585  0.0536
O  0.1145  0.1132  0.1937
O  -0.0355  0.1514  0.0937
O  -0.0096  0.1247  -0.1285
O  -0.2032  0.0168  -0.0367
O  -0.1907  0.0073  -0.3161
O  -0.1789  0.1492  0.1476
O  0.0593  -0.3656  0.0319
O  0.0066  -0.1274  -0.0666
O  0.0644  0.279  -0.0788
O  -0.1428  0.0249  -0.2573
O  0.0364  0.4135  0.6043
O  -0.2135  -0.4179  -0.3834
O  -0.1678  0.2556  0.1139
O  0.304  0.1996  0.3314
O  0.1882  -0.3386  0.0717
O  -0.0094  0.2326  0.3095
O  0.1237  0.316  0.251
O  0.2264  0.306  -0.0049
O  -0.0202  0.2892  -0.0315
